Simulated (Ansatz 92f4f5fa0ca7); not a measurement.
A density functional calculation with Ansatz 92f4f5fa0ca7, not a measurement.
Periodic cell of 221 atoms, Si131O88As1H1, from a study of silicon, its oxide and their interface. The atomic structure is a simulated model.
Doubt: the cutoff is far below the 930 eV that the study's wrapper takes by default for these files, so forces and energies are approximate.
This geometry differs little from another in the collection (a relaxation step or a small displacement).

Settings: functional PBE; potential files Ansatz PAW; basis plane waves; wave-function cutoff 580 eV; density cutoff ratio 5; exchange-correlation grid ratio 1; k mesh 1 x 1 x 1, Gamma-centred; self-consistency stop 5e-08 eV per atom in the density residual; occupations fixed; spin none; net charge 0.

Cell vectors (angstrom)
a	10.938	0	0
b	0	10.938	0
c	0	0	32.313

Atoms and the computed forces on them: element, x, y, z (angstrom), force x, y, z (eV/angstrom)
Si	-0.12	0.1806	24.7783	-0.0578	0.1157	-0.1146
Si	5.6838	-0.2847	24.7512	0.0565	-0.0793	0.0125
Si	2.4354	2.9862	24.9386	-0.105	0.0831	-0.1034
Si	8.5383	2.433	24.6193	0.0528	-0.0757	0.0329
Si	0.1806	5.2052	24.9639	0.0611	-0.0771	0.0391
Si	5.2995	5.8246	24.9066	-0.0796	0.0474	-0.0884
Si	2.9323	7.9433	24.868	0.1061	-0.0006	0.059
Si	7.9073	8.3983	25.0121	-0.1755	0.1282	-0.1452
Si	1.3416	1.3622	26.2048	-0.0278	0.0012	0.0809
Si	6.8537	1.3738	25.9926	0.0399	-0.0348	-0.0158
Si	4.1343	4.1275	26.109	-0.0027	0.0166	0.0646
Si	9.5136	4.0179	26.1486	0.0436	-0.0204	0.0151
Si	1.3669	6.8121	26.2089	0.0067	-0.0532	-0.0006
Si	6.7888	6.8788	26.3481	-0.0356	0.0233	0.1096
Si	4.0725	9.5838	26.1298	0.0297	-0.0187	0.0207
Si	9.6092	9.5729	26.119	0.0238	0.0185	0.0486
Si	2.7333	0.0043	27.5287	0.0076	-0.0093	-0.0705
Si	8.2096	0.0185	27.4789	-0.0488	-0.0018	-0.0044
Si	-0.0272	2.7245	27.5656	-0.0031	0.0156	-0.0664
Si	5.4983	2.7234	27.4578	-0.0157	0.0195	-0.0289
Si	2.7635	5.4512	27.5514	-0.0142	-0.0084	-0.0685
Si	8.209	5.4428	27.5417	-0.0367	-0.0234	-0.0403
Si	-0.0002	8.2089	27.5258	0.0012	-0.0008	-0.0352
Si	5.4015	8.2596	27.605	0.0268	0.0306	-0.0938
Si	4.1018	1.3673	28.8948	0.2301	0.0821	-0.2735
Si	9.5708	1.3673	28.8948	-0.242	-0.153	0.1847
Si	1.3673	4.1018	28.8948	-0.0033	-0.0329	0.105
Si	6.8362	4.1018	28.8948	-0.0694	-0.2256	-0.0722
Si	4.1018	6.8362	28.8948	-0.2331	0.0004	0.4701
Si	9.5708	6.8362	28.8948	0.0787	-0.0706	-0.0424
Si	1.3673	9.5708	28.8948	0.0238	-0.0054	0.0126
Si	6.8362	9.5708	28.8948	0.1121	0.381	0.0474
Si	0	0	30.262	-0.0585	-0.0102	-0.0198
Si	5.469	0	30.262	0.1205	0.0399	0.0166
Si	2.7345	2.7345	30.262	-0.0293	0.0425	-0.0239
Si	8.2035	2.7345	30.262	-0.0173	-0.0802	0.0046
Si	0	5.469	30.262	0.0625	0.0338	0.0135
Si	5.469	5.469	30.262	-0.034	0.0302	-0.0295
Si	2.7345	8.2035	30.262	-0.0236	-0.1194	0.0348
Si	8.2035	8.2035	30.262	-0.0421	0.0103	-0.0432
Si	1.3673	1.3673	31.6293	0.0136	-0.0385	-0.0132
Si	6.8362	1.3673	31.6293	-0.0323	0.0521	-0.0093
Si	4.1018	4.1018	31.6293	0.0178	0.0023	-0.0103
Si	9.5708	4.1018	31.6293	-0.0397	-0.0106	-0.0372
Si	1.3673	6.8362	31.6293	-0.027	0.0558	-0.0016
Si	6.8362	6.8362	31.6293	0.0244	-0.0199	-0.015
Si	4.1018	9.5708	31.6293	-0.0089	0.0188	-0.0418
Si	9.5708	9.5708	31.6293	0.0444	-0.0275	-0.012
Si	2.7345	0	0.6835	0.0312	-0.04	0.0212
Si	8.2035	0	0.6835	-0.031	0.0124	0.0051
Si	0	2.7345	0.6835	0.0027	0.0318	0.0158
Si	5.469	2.7345	0.6835	0.0277	-0.0415	0.0213
Si	2.7345	5.469	0.6835	-0.0157	0.0246	0.0149
Si	8.2035	5.469	0.6835	0.032	0.0125	0.022
Si	0	8.2035	0.6835	-0.0058	-0.0408	0.0302
Si	5.469	8.2035	0.6835	-0.0313	0.0139	0.0153
Si	4.1018	1.3673	2.0507	0.0152	0.0744	-0.0221
Si	9.5708	1.3673	2.0507	0.0041	-0.042	0.037
Si	1.3673	4.1018	2.0507	-0.0076	-0.0379	0.0411
Si	6.8362	4.1018	2.0507	0	0.029	-0.0116
Si	4.1018	6.8362	2.0507	0.0421	-0.0309	0.0261
Si	9.5708	6.8362	2.0507	-0.0605	0.0328	-0.0207
Si	1.3673	9.5708	2.0507	-0.0101	0.0483	-0.0357
Si	6.8362	9.5708	2.0507	0.0545	-0.0072	0.0408
Si	0	0	3.418	0.2736	0.0195	-0.1704
Si	5.469	0	3.418	-0.0993	0.1414	0.0399
Si	2.7345	2.7345	3.418	0.15	-0.0782	-0.0344
Si	8.2035	2.7345	3.418	0.0036	0.1829	0.0142
Si	0	5.469	3.418	-0.0267	0.0016	0.1813
Si	5.469	5.469	3.418	-0.1279	-0.0197	-0.0941
Si	2.7345	8.2035	3.418	-0.1672	-0.0186	0.1291
Si	8.2035	8.2035	3.418	0.1233	-0.1818	-0.3862
Si	1.3987	1.3537	4.7894	-0.0145	0.0176	0.0715
Si	6.8183	1.4051	4.7797	0.0515	-0.0163	0.0109
Si	4.0875	4.1126	4.7961	0.0034	-0.0099	0.05
Si	9.5781	4.0965	4.8122	-0.0152	-0.0159	0.0295
Si	1.3697	6.8218	4.8184	-0.0175	-0.0172	0.0639
Si	6.8456	6.8353	4.7466	0.0099	-0.0491	0.1131
Si	4.0724	9.5969	4.7822	0.0136	0.0144	0.0582
Si	9.6216	9.5199	4.7285	0.0154	0.0252	0.1001
Si	2.743	-0.0123	6.2388	-0.0308	-0.0019	-0.0129
Si	8.2821	0.0265	5.9905	-0.0385	-0.0563	-0.0528
Si	0.0622	2.7581	6.1647	0.0836	0.0062	-0.0239
Si	5.4709	2.7665	6.1946	-0.0365	0.057	0.0144
Si	2.7207	5.4701	6.2257	-0.0118	-0.0194	-0.0264
Si	8.184	5.4589	6.1692	-0.0032	0.1001	-0.0138
Si	0.0037	8.171	6.2083	0.0175	0.0617	0.0345
Si	5.4777	8.2435	6.0705	-0.014	-0.0209	-0.0252
Si	3.8648	1.6567	7.5034	-0.18	0.1371	0.0022
Si	9.9038	1.0568	7.3221	0.1657	-0.069	0.0979
Si	1.5663	3.8971	7.6283	0.0491	-0.0886	-0.0432
Si	6.5839	4.3848	7.5333	-0.0911	0.0928	-0.0247
Si	4.3654	6.6729	7.4058	0.0363	-0.1055	0.0161
Si	9.2234	7.1242	7.476	0.0286	-0.0388	-0.1768
Si	1.1778	9.7096	7.5845	-0.047	-0.049	-0.0944
Si	7.0705	9.4722	7.2778	0.1119	-0.0906	-0.0323
O	1.3223	4.1213	24.4511	0.0334	0.0065	0.0143
O	6.8438	9.5232	24.4298	0.0394	-0.0334	0.0468
O	2.7059	2.7516	7.9715	0.0325	-0.002	-0.015
O	8.1093	8.2916	7.7638	-0.0714	0.0993	0.0343
O	5.4609	5.5431	7.9183	0.0154	0.0108	-0.0102
O	0.033	-0.078	7.9321	-0.0461	0.0167	-0.0273
O	4.1206	6.8868	24.4132	0.0154	-0.0411	0.014
O	9.6891	1.2889	24.2955	0.0293	-0.0508	0.0397
O	1.725	9.0089	9.0028	0.0671	-0.0421	0.0804
O	0.9238	4.397	9.0787	-0.0133	0.0114	0.041
O	9.2098	1.7463	8.6366	-0.0071	-0.0191	-0.0801
O	6.6182	10.2453	8.6571	0.0058	-0.0092	-0.0284
O	4.5337	1.1881	8.9152	0.0153	-0.0054	-0.0274
O	3.7905	7.3625	8.7736	-0.016	0.0611	-0.0125
O	7.1742	3.8651	8.9713	0.0078	-0.0184	-0.0214
O	9.5515	6.6612	9.0054	-0.0067	0.0108	0.1047
O	2.9238	2.2607	23.535	-0.0069	0.0072	0.0528
O	5.106	0.151	23.2736	-0.0008	0.0061	-0.0147
O	8.1526	2.9732	23.1056	-0.0096	0.013	-0.0186
O	10.3531	5.7445	23.6161	-0.0092	0.0228	0.0015
O	8.3059	7.509	23.6995	0.0081	0.0135	0.0789
O	2.2861	8.4924	23.4583	-0.0346	0.0088	-0.008
O	6.1791	5.4632	23.5436	0.0079	0.006	0.0373
O	0.6254	10.5665	23.3976	0.0106	-0.0251	0.0342
Si	3.0994	8.4578	9.7521	-0.0326	-0.0167	0.0204
Si	7.5362	3.9149	10.5595	0.0064	-0.0026	0.0691
Si	-1.1854	3.8394	15.9339	-0.0008	0.0049	-0.0062
Si	3.4	2.9458	22.1382	0.0029	-0.001	-0.089
Si	7.0398	0.6488	19.7732	-0.0106	0.0135	-0.0111
Si	12.3086	-5.7805	17.4896	0.0007	-0.0052	0.0277
Si	2.6982	9.467	20.2588	0.0169	0.0049	-0.0054
Si	9.2838	6.2786	14.8591	0.0161	0.0202	0.0032
Si	2.6763	11.1442	17.6597	0.0073	-0.0106	0.0342
Si	-2.0971	9.863	17.8235	-0.0018	0.0052	0.0163
Si	4.7634	0.3588	21.6979	-0.0172	-0.0211	-0.0287
Si	9.2555	12.3259	10.2184	0.0207	0.0017	0.0872
Si	4.5348	11.2645	10.2844	-0.0305	-0.0141	0.0324
Si	3.3395	1.7018	12.806	0.0027	0	0.0019
Si	9.1175	8.4733	12.9549	0.0242	0.0004	0.0041
Si	1.0008	9.1348	22.6837	0.0048	0.0044	-0.0739
Si	-0.1206	0.8723	16.4631	0.0019	-0.0189	-0.003
Si	-1.1269	0.2404	13.8857	0.0084	0.0141	-0.0182
Si	0.3304	13.0368	12.1038	-0.0032	0.0165	0.0092
Si	5.5955	5.0481	22.0769	-0.0031	-0.0163	-0.0907
Si	6.8773	4.8612	15.3529	-0.0227	-0.0044	-0.0216
Si	5.2611	4.2388	12.728	-0.0201	0.006	0.0024
Si	4.6024	11.254	15.4057	-0.0109	0.01	-0.0106
Si	4.1078	6.6564	20.053	-0.0055	0.0139	-0.0065
Si	4.3995	5.0864	17.3531	0.013	0.004	0.0207
Si	-0.808	7.0165	17.8721	-0.0062	-0.0237	0.0128
Si	4.9825	12.9672	17.8216	0.0082	-0.006	0.0234
Si	3.1142	6.3203	12.0685	-0.0252	0.0056	0.0308
Si	7.9214	3.1106	21.4887	0.0066	0.0131	-0.0567
Si	9.5967	6.989	22.8954	0.017	-0.0133	-0.085
Si	9.6887	5.4048	20.4448	-0.0098	-0.0222	-0.016
Si	11.8867	4.8019	10.6791	0.0025	-0.017	0.0361
Si	-3.5085	9.9406	14.9736	0.0011	0.0097	-0.0068
Si	1.7375	4.6666	20.3803	-0.01	-0.011	-0.0185
As	7.1008	9.9192	10.3829	0.0088	0.0234	0.0219
Si	9.42	6.4736	10.6131	0.0315	-0.0154	0.0288
O	8.3472	5.2879	10.9345	-0.0186	-0.0024	-0.0235
O	9.9572	-1.0631	12.8926	-0.008	-0.0017	0.009
O	19.3842	13.5525	10.9395	-0.0088	0.0077	-0.0328
O	2.8042	5.8617	20.5921	0.0018	-0.0063	0.0073
O	-2.8559	4.0126	16.1879	0.0101	-0.0135	-0.0068
O	-4.7416	15.04	14.0725	0.0118	-0.002	0.0073
O	0.3223	5.2972	20.8281	0.0085	0.0067	0.0197
O	3.5559	11.9695	11.3517	-0.0074	0.0084	-0.0007
O	-1.0272	7.3409	13.82	-0.0147	-0.006	0.0089
O	0.0076	6.089	11.0265	-0.0175	0.0195	-0.0436
O	1.6983	4.2615	18.8103	-0.015	0.0103	-0.0163
O	7.8801	1.6486	20.7601	-0.006	-0.0175	0.0205
O	3.8984	0.7727	14.0185	0.0031	-0.0018	0.0058
O	2.2778	10.0301	18.7789	0.0018	0.0202	-0.013
O	1.3192	9.1493	21.0777	0	0.0081	0.0315
O	10.8229	1.3006	10.7388	0.0004	0.0123	-0.0179
O	9.8781	0.147	17.5626	0.0062	0.0008	-0.0018
O	9.704	8.5403	18.2849	-0.0036	0.012	-0.0047
O	4.4499	1.9364	21.4166	0.0034	-0.002	0.0329
O	2.9922	18.6615	11.2114	0.0016	-0.0073	-0.0239
O	6.5615	3.9942	21.3033	0.0019	0.0051	0.0386
O	9.0773	3.9198	20.6748	0.0146	0.0123	0.0263
O	3.7316	8.2302	20.0345	-0.0078	0.0014	0.0152
O	0.8258	6.6903	17.8423	-0.0041	-0.002	-0.0073
O	3.4214	-0.4223	21.2615	-0.0092	-0.0134	0.0112
O	1.3677	11.9571	17.103	-0.0085	0.0058	-0.0036
O	1.7142	12.7105	12.8958	0.0044	-0.0074	-0.0088
O	0.3659	3.6556	11.6709	0.0011	-0.0172	-0.0165
O	9.9358	4.7815	14.588	-0.0051	-0.0094	0.009
O	2.475	16.0956	11.099	0.0325	0.0241	-0.0082
O	-14.2234	6.1659	14.7375	-0.0026	0.0073	-0.0065
O	6.0123	11.2198	10.987	0.0128	-0.0139	-0.0244
O	-2.6517	11.2581	14.4966	-0.0094	-0.0079	0.0019
O	10.8884	10.9179	15.0964	0.0028	-0.003	0.0107
O	5.6098	5.3472	16.2821	-0.0016	0.0008	0.0045
O	4.5097	6.2024	18.5351	-0.0009	-0.0185	-0.0171
O	13.7858	5.203	16.7003	-0.0045	-0.0053	-0.0039
O	9.0294	6.4977	21.4537	0.0086	0.0058	0.0271
O	3.5001	10.5071	16.3797	0.0056	-0.0055	-0.0111
O	-0.3198	8.2268	22.8107	-0.0061	0.003	0.0281
O	5.3345	6.3277	21.0872	-0.0023	-0.0038	0.021
O	5.8351	-0.6958	15.0552	-0.0023	-0.0041	0.0027
O	2.116	3.3151	21.2041	0.0041	0.0089	0.0282
O	-3.2219	8.8244	13.7795	-0.0018	0.0009	-0.0002
O	2.2812	6.6183	13.4425	0.0294	-0.0353	0.0377
O	3.6705	1.259	18.4121	-0.0057	0.0079	-0.0172
O	4.1811	4.3296	22.4463	-0.0084	0.01	0.0466
O	5.9693	-0.1307	20.7242	0.0107	0.0039	0.0137
O	-1.3723	6.778	16.3774	-0.0128	-0.0078	-0.0152
O	0.0802	4.4052	16.8385	0.0022	-0.0086	-0.0143
O	-0.8397	1.6711	13.1699	-0.0028	-0.0123	-0.007
O	4.6099	5.7403	12.4919	0.0036	-0.0162	-0.0163
O	-1.4843	5.9473	18.9218	0.0087	0.0133	-0.0095
O	4.0301	14.1115	12.8967	0.0071	-0.005	-0.0093
O	6.3136	1.5762	18.6366	-0.0081	0.0003	-0.007
O	-2.9744	9.5025	16.473	-0.0043	-0.0069	-0.0036
O	10.079	2.2582	16.0011	-0.0055	0.0282	0.0083
O	8.949	7.8169	11.4545	-0.0017	0.0022	-0.0035
O	15.6368	3.6157	17.9868	-0.0013	0.0073	-0.0122
O	4.0613	9.7393	9.9771	0.0144	0.0151	-0.0377
O	8.613	-0.0805	10.5188	-0.0171	-0.0168	-0.0421
O	6.1657	3.8628	11.4314	-0.0021	0.0015	-0.0219
O	7.9041	-0.5348	19.0523	0.0127	-0.0133	-0.0102
O	5.1606	12.5666	16.2346	-0.0007	-0.0067	-0.0149
H	2.5975	6.1761	14.2475	-0.0272	0.0271	-0.064

Results
free energy: -138196.185 eV
free energy less fixed offsets of As -4856.12, H -15.97, O -568.88, Si -635.61 eV per atom: 2.255 eV

The program warned: the cutoff lies below the one the program advises for these potential files; the exchange-correlation potential is rough where the density is thin.
